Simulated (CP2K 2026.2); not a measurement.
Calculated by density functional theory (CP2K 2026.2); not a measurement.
Periodic cell of 521 atoms, Si360O161, from a study of silicon, its oxide and their interface. The atomic structure is a simulated model.
Doubt: the forces sum to 1.39 eV/angstrom along one axis rather than to zero, so they err by at least 0.0027 eV/angstrom per atom on average; the grid cutoff is modest.

Settings
functional: PBE
method: Gaussian and plane waves
basis set: DZVP-MOLOPT-SR-GTH
pseudopotentials: GTH-PBE
grid cutoff: 300 Ry, relative cutoff 40 Ry
k points: Gamma only
occupations: fixed
spin: none
net charge: 0

Cell vectors (angstrom)
a 16.32 0 0
b 0 16.32 0
c 6.3868 -0.3733 34.4237

Atoms and the computed forces on them: element, x, y, z (angstrom), force x, y, z (eV/angstrom)
Si 0.07 4.641 -2.446 0.051 -0.029 0.132
Si -8.249 1.488 -1.05 0.101 0.166 0.137
Si -7.478 -4.078 25.216 -0.003 0.035 -0.045
Si 5.266 7.051 -7.077 -0.036 -0.003 0.025
Si -0.58 -6.786 -0.727 -0.062 0.113 0.212
Si 2.821 -3.167 -0.756 -0.194 -0.189 0.699
Si 2.114 -1.542 -4.379 0.112 -0.004 0.11
Si -6.632 -1.026 -6.113 -0.027 -0.055 -0.081
Si 0.978 3.842 0.384 -0.172 0.31 0.515
Si 6.662 6.667 -0.106 0.082 -0.132 0.719
Si 4.135 3.382 0.395 0.306 0.4 0.531
Si -2.233 5.175 -4.546 0.067 -0.053 -0.073
Si -6.472 -0.88 -0.733 0.118 -0.034 0.146
Si 2.336 6.812 -3.159 -0.029 -0.001 0.202
Si -3.971 5.726 -0.697 -0.111 -0.005 0.183
Si -7.794 5.861 -2.626 -0.038 -0.007 -0.044
Si 0.934 -6.862 -3.297 -0.018 0.061 -0.002
Si -3.105 -2.548 -0.344 0.175 0.25 0.497
Si -0.473 -0.437 1.59 0.044 -0.018 0.01
Si -3.328 2.892 -1.416 0.031 -0.122 0.078
Si 5.161 1.847 -1.993 -0.076 0.078 0.026
Si 3.343 8.591 1.373 0.017 -0.012 -0.005
Si 0.504 -5.031 1.6 0.149 0.203 0.558
Si 2.232 -3.346 1.498 -0.067 -0.024 -0.024
Si 4.922 -5.451 -1.403 -0.027 -0.068 0.139
Si -7.62 3.129 1.583 0.228 0.261 0.63
Si 5.443 5.174 1.337 0.012 0 -0.078
Si -8.237 8.046 1.278 -0.34 -0.412 0.351
Si 5.04 -5.986 1.566 -0.268 -0.149 0.513
Si -10.386 -6.376 -6.52 0.038 0.091 0.015
Si -5.018 0.304 1.811 0.197 0.355 0.482
Si -3.327 1.995 1.546 -0.157 -0.019 0.699
Si -5.889 4.88 1.553 -0.197 -0.201 0.608
Si -1.996 7.463 1.126 0.358 -0.454 0.379
Si -6.067 -3.711 -0.095 -0.032 0.08 0.017
Si -2.199 -2.087 1.689 0.051 0.059 0.041
Si -1.474 1.278 2.842 -0.057 0.021 -0.089
Si 0.74 4.598 2.63 -0.018 0.011 -0.028
Si -0.935 6.306 2.827 0.003 0.026 -0.061
Si 1.515 9.475 2.702 -0.038 -0.031 -0.076
Si -1.276 -3.979 2.759 0.018 -0.006 -0.078
Si 1.339 -1.479 2.691 -0.027 -0.008 -0.056
Si 4.644 1.06 2.58 -0.222 0.013 0.633
Si 6.909 4.068 2.792 0.048 -0.039 -0.027
Si 4.175 6.753 2.63 -0.004 0.011 0.032
Si 6.815 -6.903 2.753 -0.01 0.019 -0.028
Si 4.023 -4.215 2.76 -0.013 0.024 -0.078
Si -9.576 -1.253 3.006 -0.054 -0.03 0.403
Si -6.751 1.396 2.914 -0.016 -0.003 -0.127
Si -4.116 3.908 2.756 0.05 0.008 -0.12
Si -6.869 6.713 2.69 0.038 -0.01 -0.087
Si -4.097 -6.88 2.454 -0.229 0.235 0.632
Si -7.323 -3.44 2.755 0.032 -0.086 0.696
Si -3.937 -1.285 3.07 -0.034 0.001 -0.045
Si -2.665 0.056 4.433 -0.002 0.004 -0.038
Si -0.083 2.794 3.981 0.041 0.012 0.019
Si -2.714 5.339 4.043 -0.03 0.054 0.027
Si 0.06 8.108 4.006 -0.029 0 0.037
Si -2.841 -5.363 3.873 -0.019 -0.033 0.025
Si 0.054 -2.727 4.228 0.047 0 -0.046
Si 2.812 0.003 3.83 0.036 0.014 -0.025
Si 5.552 2.655 4.078 -0.048 -0.004 -0.001
Si 2.628 5.474 3.897 -0.016 -0.032 -0.044
Si 5.497 -8.278 4.13 -0.041 -0.031 -0.03
Si 2.756 -5.535 4.213 0.015 -0.002 0
Si 5.326 -2.757 4.102 0.045 0.032 0.011
Si -8.152 0.094 4.263 -0.037 -0.018 0.007
Si -5.41 2.708 4.3 0.023 -0.018 -0.002
Si -8.172 5.465 4.185 0.03 -0.024 -0.013
Si -5.464 8.16 3.923 -0.004 0.013 0.018
Si -8.238 -5.314 3.972 0.045 -0.017 -0.005
Si -5.536 -2.62 4.128 -0.023 -0.079 0.019
Si -1.285 -1.382 5.602 -0.012 0.007 0.03
Si 1.405 1.389 5.235 -0.001 -0.007 -0.023
Si -1.405 4.033 5.487 0.024 0.024 0.006
Si 1.404 6.809 5.428 -0.04 0.002 0.012
Si -1.414 9.54 5.246 0.004 0 -0.009
Si 1.387 -4.133 5.519 0.003 -0.008 0.019
Si 4.003 -1.34 5.406 0.007 0.045 -0.002
Si 6.817 1.422 5.592 -0.025 -0.035 0.036
Si 4.033 4.06 5.273 0.004 0.005 -0.031
Si 6.81 6.778 5.55 0.03 0.019 0.052
Si 4.14 -6.891 5.494 0.012 -0.001 -0.001
Si 6.73 12.235 5.454 0.04 0.019 0.006
Si -6.79 -1.284 5.571 -0.018 -0.005 0.028
Si -4.08 1.387 5.681 -0.019 0.025 0.045
Si -6.799 4.115 5.537 -0.009 -0.002 0.005
Si -4.083 6.809 5.323 0.03 -0.001 0.016
Si -6.809 -6.731 5.294 0.001 0.005 -0.012
Si -4.146 -4.072 5.377 -0.013 0.005 -0.004
Si 0.103 0.056 6.785 0.028 0.033 -0.015
Si 2.715 2.717 6.698 -0.011 -0.012 -0.009
Si 0.002 5.442 6.759 0 -0.018 -0.033
Si 2.737 -8.199 6.834 0.021 0.015 0.031
Si -0.06 -5.492 6.749 -0.027 -0.006 -0.002
Si 2.716 -2.711 6.829 0.025 0.009 0.007
Si 5.406 -0.017 6.8 -0.005 0.004 0.003
Si 8.173 2.772 6.916 0.023 -0.022 0.004
Si 5.38 5.389 6.769 -0.019 -0.024 -0.03
Si 8.192 8.228 6.766 0.025 0.01 -0.028
Si 5.445 10.853 6.837 -0.026 -0.001 0.006
Si 8.126 -2.719 6.804 0.014 -0.021 -0.005
Si -5.45 0.015 6.964 -0.007 0.027 0.02
Si -2.698 2.753 6.942 -0.04 -0.016 0.035
Si -5.411 5.503 6.8 0.032 -0.011 0
Si -2.713 8.171 6.687 0.003 -0.017 -0.001
Si -5.456 -5.453 6.751 0.014 -0.003 -0.001
Si -2.752 -2.756 6.805 -0.045 -0.004 -0.01
Si -1.341 1.358 13.589 0.024 -0.03 -0.005
Si 1.354 4.093 13.594 -0.025 0.018 -0.002
Si -1.363 6.816 13.607 -0.025 0.014 -0.005
Si 1.371 -6.806 13.591 0.02 -0.011 0
Si -1.363 -4.072 13.591 -0.015 0.008 0.009
Si 1.374 -1.362 13.61 0.01 -0.009 -0.004
Si 4.067 1.354 13.599 -0.005 0.013 0.003
Si 6.8 4.078 13.61 0.005 -0.014 0.002
Si 4.084 -9.528 13.599 0.016 -0.011 -0.002
Si 6.794 9.531 13.607 -0.01 0.008 -0.003
Si 4.07 -4.076 13.616 -0.01 0.007 -0.014
Si 6.8 -1.373 13.616 0.016 -0.001 0.001
Si -6.808 1.378 13.596 -0.015 0.016 -0.008
Si -4.07 4.084 13.591 0.008 -0.02 0.003
Si -6.804 6.823 13.602 -0.015 0.013 0.008
Si -4.08 9.521 13.608 0.006 0.006 -0.003
Si -6.798 -4.088 13.607 0.023 -0.017 -0.005
Si -4.087 -1.35 13.59 -0.015 0.011 -0.003
Si -2.712 0.007 14.943 -0.002 0.016 -0.007
Si 0.01 2.723 14.95 0.013 -0.002 0
Si -2.723 5.449 14.958 0.014 0.014 0.001
Si 0.015 8.164 14.962 -0.011 0.009 0.002
Si -2.72 -5.43 14.948 -0.023 -0.011 -0.009
Si -0.006 -2.712 14.957 0.01 0.009 -0.006
Si 2.732 -0.001 14.977 -0.003 -0.007 -0.001
Si 5.425 2.706 14.947 0 -0.012 -0.014
Si 2.718 5.433 14.959 -0.003 -0.019 -0.002
Si 5.446 -8.168 14.96 0.008 0.01 0
Si 2.713 -5.446 14.974 0 0.002 -0.002
Si 5.437 -2.722 14.988 0.003 -0.005 0.005
Si -8.167 0.006 14.956 0.005 0 -0.002
Si -5.436 2.733 14.958 -0.011 -0.018 0.001
Si -8.153 5.45 14.957 0 -0.007 -0.008
Si -5.452 8.175 14.97 0.004 0.017 -0.002
Si -8.162 -5.436 14.974 0.005 0.02 0
Si -5.442 -2.715 14.951 -0.012 -0.007 -0.009
Si -1.361 -1.345 16.319 -0.009 -0.019 -0.02
Si 1.376 1.375 16.317 -0.006 0.01 -0.006
Si -1.349 4.084 16.302 0 0.014 -0.003
Si 1.364 6.787 16.326 0.001 -0.013 -0.001
Si -1.346 -6.773 16.298 0.007 0.013 -0.011
Si 1.334 -4.082 16.324 -0.028 -0.014 -0.017
Si 4.103 -1.336 16.357 0.01 0.021 0.011
Si -9.566 1.333 16.311 -0.027 -0.001 -0.002
Si 4.067 4.048 16.309 0.001 0.006 -0.021
Si -9.514 6.793 16.326 -0.001 -0.007 -0.015
Si 4.089 -6.812 16.325 0.007 0.004 -0.012
Si -9.513 -4.081 16.346 -0.007 -0.004 0.003
Si -6.799 -1.351 16.305 -0.004 -0.006 -0.003
Si -4.061 1.372 16.306 0.009 -0.022 -0.009
Si -6.781 4.11 16.324 0.023 0.034 0.002
Si -4.113 6.79 16.313 -0.004 -0.014 0.003
Si -6.802 9.534 16.346 0.001 -0.029 -0.005
Si -4.074 -4.069 16.306 0.026 0.017 -0.01
Si -0.051 0.088 17.651 0.005 0.002 0.022
Si 2.779 2.657 17.717 0.03 0.001 -0.032
Si 0.063 5.36 17.684 -0.019 -0.008 -0.017
Si 2.697 8.175 17.679 -0.005 -0.001 -0.003
Si -0.045 -5.406 17.721 -0.003 0 -0.028
Si 2.7 -2.703 17.639 0.015 -0.04 -0.011
Si 5.445 0.01 17.794 -0.016 -0.016 -0.024
Si -8.188 2.716 17.575 -0.009 0.006 0.013
Si 5.397 5.435 17.637 -0.003 0.013 -0.008
Si -8.117 8.111 17.699 -0.023 0.001 -0.021
Si 5.49 -5.499 17.692 0.029 0.006 0.005
Si -8.2 -2.648 17.689 -0.02 0.032 -0.039
Si -5.369 -0.053 17.639 0.004 0.016 0.019
Si -2.764 2.801 17.666 -0.019 0.01 -0.031
Si -5.443 5.461 17.757 0.003 -0.008 -0.02
Si -2.709 -8.166 17.587 0.01 -0.02 -0.042
Si -5.462 -5.371 17.678 0.016 0.003 0.039
Si -2.68 -2.755 17.675 0.033 0.016 -0.013
Si -1.412 1.488 19.016 0.023 0 0.027
Si 1.445 3.979 19.087 -0.052 0.03 0.052
Si -1.373 6.743 18.904 -0.025 0.021 -0.014
Si 1.306 -6.794 19.03 0.036 -0.011 -0.014
Si -1.378 -4.057 19.16 -0.041 -0.009 -0.005
Si 1.315 -1.298 18.935 0.005 -0.026 0.04
Si 4.084 1.341 19.214 -0.022 0.009 0.008
Si -9.555 4.055 18.936 -0.014 0.003 0.016
Si 4.024 6.77 19.012 0.018 -0.028 0.01
Si -9.464 9.417 19.074 -0.029 0.041 0.014
Si 4.087 -4.093 18.936 -0.047 0.021 0.016
Si 6.819 -1.33 19.176 -0.003 -0.006 0.009
Si -6.794 1.341 18.839 -0.024 -0.018 0.04
Si -4.077 4.118 19.133 0.008 -0.012 -0.013
Si -6.797 6.797 19.164 -0.005 0.031 -0.003
Si -4.045 -6.779 18.916 0.028 -0.018 0.049
Si -6.826 -3.949 19.031 0.046 -0.026 0.068
Si -3.998 -1.416 19.043 -0.016 0.016 0.008
Si -2.709 0.072 20.351 -0.063 -0.042 -0.002
Si -0.001 2.708 20.478 0.016 0.019 0.035
Si -2.645 5.491 20.455 -0.038 -0.019 0.062
Si -0.054 8.08 20.284 0.017 0.022 0.048
Si -2.783 -5.489 20.441 0.029 -0.032 0.052
Si -0.011 -2.561 20.398 -0.007 0.025 0.031
Si 2.598 -0.053 20.47 0.038 -0.014 0.042
Si 5.53 2.757 20.48 -0.024 0.041 0.052
Si 2.763 5.389 20.466 -0.006 0.013 0.004
Si 5.437 8.013 20.4 0.04 0.009 0.019
Si 2.675 -5.389 20.302 0.011 -0.039 0.053
Si 5.353 -2.747 20.413 0.024 -0.004 0.05
Si -7.992 0.076 20.394 0.022 -0.033 0.042
Si -5.553 2.679 20.278 -0.009 0.03 0.033
Si -8.244 5.342 20.387 -0.03 0.04 0.045
Si -5.327 -8.087 20.377 0.046 -0.078 0.055
Si -8.092 -5.43 20.342 -0.014 0.027 0.009
Si -5.401 -2.677 20.477 -0.05 -0.007 0.035
Si -0.967 -0.784 21.691 0.004 0.02 0.013
Si 0.854 0.896 21.787 -0.06 -0.019 0.032
Si -0.796 4.613 21.662 0.106 0.06 -0.659
Si 0.892 6.352 21.56 -0.067 -0.266 -0.6
Si -1.776 -7.327 21.574 -0.302 -0.043 -0.58
Si 1.791 -3.567 21.504 0.014 0.057 0.035
Si 3.5 -1.889 21.649 -0.075 -0.119 -0.611
Si -8.93 1.841 21.646 0.027 -0.021 -0.022
Si 4.559 4.49 21.784 0.135 0.182 -0.572
Si -9.998 6.207 21.708 -0.234 -0.099 -0.562
Si 4.195 -6.674 21.525 -0.177 -0.187 -0.653
Si 6.478 -4.464 21.567 0.198 0.263 -0.769
Si -1.228 -5.878 24.171 -0.085 -0.029 -0.106
Si -4.51 1.027 21.55 -0.266 -0.369 -0.453
Si -7.235 3.625 21.644 -0.007 -0.067 0.023
Si -3.535 7.33 21.645 0.086 0.184 -0.64
Si -6.244 -6.268 21.547 0.011 -0.004 -0.044
Si -6.213 -0.813 21.73 0.061 0.072 -0.033
Si -4.411 -0.135 25.337 0.115 0.001 -0.058
Si -3.488 7.964 -5.076 -0.006 -0.009 0.137
Si -7.004 -4.022 -5.088 -0.016 0.021 0.022
Si -5.289 7.693 -2.568 -0.047 -0.008 0.062
Si -6.565 4.462 23.761 -0.089 -0.275 -0.613
Si -1.162 4.881 -7.435 -0.042 0.016 -0.079
Si -4.572 -4.541 21.712 0.052 -0.005 0.008
Si 1.142 -3.925 23.678 0.127 0.156 -0.569
Si 3.995 -7.809 24.338 -0.059 -0.003 -0.111
Si -5.075 7.072 24.322 0.024 0.015 -0.133
Si 2.699 5.917 -5.835 0.032 0.089 -0.061
Si -4.184 -3.819 -4.026 0.051 -0.012 0.008
Si -10.134 -3.828 24.474 -0.118 -0.07 -0.091
Si 1.191 1.422 24.09 -0.015 -0.113 -0.69
Si 5.148 -2.199 -5.178 -0.113 -0.035 -0.102
Si -6.817 -6.796 23.697 0.168 0.065 -0.511
Si -4.11 2.569 24.312 -0.035 -0.059 -0.224
Si -4.086 0.387 -5.158 -0.025 0.03 -0.015
Si 0.315 7.456 -7.262 0.023 -0.023 0.083
Si -4.696 3.356 -5.204 0.068 0.077 -0.015
Si 2.503 2.828 -6.224 0.068 -0.026 -0.022
Si -2.095 -1.356 23.691 0.296 0.224 -0.562
Si 4.775 -1.132 24.376 -0.073 -0.084 -0.173
Si -7.389 -6.22 -7.26 -0.114 0.061 -0.036
Si 3.219 3.775 24.614 0.151 0.003 -0.137
Si -9.262 5.147 -5.378 0.023 0.046 0.028
Si -6.737 4.82 -6.941 -0.011 -0.098 0.023
Si -6.258 3.095 -2.644 0.093 0.099 0.116
Si 3.946 8.124 -0.89 -0.324 0.144 0.594
Si -9.355 0.86 23.72 0.223 0.158 -0.679
Si -5.644 7.604 -7.152 0.015 0.044 -0.105
Si 3.476 -5.189 25.311 0.142 0.075 -0.069
Si -1.121 3.494 24.605 -0.028 -0.011 -0.228
Si -3.626 -4.088 23.844 -0.385 -0.136 -0.55
Si -1.866 -0.765 -7.051 0.113 -0.089 -0.012
Si -1.98 -4.707 -2.18 0.028 0.04 -0.026
Si -5.931 -6.626 -0.198 0.027 -0.018 0.175
Si -9.85 -4.641 -3.937 0.012 0.025 -0.101
Si 5.387 2.572 -5.082 -0.029 -0.029 -0.071
Si -0.793 1.818 -2.82 0.074 0.084 0.069
Si 0.355 0.786 -0.223 -0.326 -0.316 0.365
Si 2.895 -0.343 -1.615 -0.132 -0.061 0.067
Si 0.939 -3.982 -3.021 -0.017 0.03 0.102
Si -6.946 -1.224 23.946 0.236 0.094 -0.64
Si -9.3 7.73 24.273 -0.01 -0.177 -0.038
Si -4.259 -1.009 -2.605 0.141 -0.024 0.063
Si -2.16 -3.722 -6.426 0.15 -0.049 0.063
Si -8.582 3.127 25.679 0.017 -0.007 -0.114
Si -1.099 -6.544 -5.663 0.059 -0.007 -0.102
Si -5.051 -4.153 26.616 0.057 -0.018 -0.068
Si 0.457 -1.315 25.328 -0.064 0.057 -0.108
Si -9.577 0.09 -6.227 -0.089 -0.046 -0.021
Si 1.836 6.458 24.504 -0.003 0.022 -0.124
Si 0.302 0.67 -5.49 0.032 0.032 0.124
Si -1.3 1.356 8.189 0.004 0.004 0.005
Si 1.364 4.069 8.108 0.013 -0.011 -0.006
Si -1.361 6.823 8.102 -0.009 0.01 -0.004
Si 1.334 -6.815 8.129 -0.016 -0.011 0.009
Si -1.383 -4.119 8.145 0.018 -0.008 0.002
Si 1.382 -1.339 8.181 -0.014 0.022 0.011
Si 4.052 1.371 8.128 0.011 -0.004 -0.006
Si 6.756 4.104 8.199 -0.014 0.012 0.001
Si 4.081 6.761 8.178 -0.014 -0.003 0.003
Si 6.827 9.525 8.178 0.007 -0.005 0.008
Si 4.081 -4.083 8.168 0.01 0.006 0.014
Si 6.77 -1.367 8.172 0.013 0.014 0.002
Si -6.813 1.392 8.265 -0.003 0 0.031
Si -4.085 4.142 8.208 0.008 0.015 0.009
Si -6.785 6.856 8.145 -0.005 -0.007 -0.013
Si -4.075 -6.811 8.099 0.004 -0.004 0.001
Si -6.81 -4.089 8.137 -0.005 0.008 0.001
Si -4.066 -1.391 8.214 0.014 -0.009 0.021
Si -2.685 -0.009 9.531 0.006 -0.012 -0.001
Si 0.03 2.735 9.529 0.008 0.003 0.006
Si -2.703 5.49 9.523 -0.011 0.005 0.009
Si -0.008 -8.164 9.502 -0.002 -0.017 0.007
Si -2.735 -5.462 9.506 0.005 -0.006 0.008
Si -0.012 -2.727 9.492 -0.033 0.015 -0.013
Si 2.734 0.014 9.535 0.01 -0.002 0.007
Si 5.414 2.708 9.526 -0.004 -0.012 0.007
Si 2.708 5.412 9.515 0.006 -0.004 0.015
Si 5.449 8.148 9.513 0.012 -0.005 -0.007
Si 2.695 -5.446 9.499 -0.011 0.018 -0.01
Si 5.434 -2.733 9.539 0.022 -0.002 -0.001
Si -8.192 -0.005 9.549 -0.013 -0.006 0.007
Si -5.431 2.763 9.569 -0.002 0.008 -0.005
Si -8.168 5.487 9.507 -0.006 0.025 -0.018
Si -5.422 -8.138 9.513 0.01 -0.007 0.008
Si -8.151 -5.431 9.533 -0.001 -0.007 0.008
Si -5.455 -2.742 9.532 -0.004 -0.004 0.002
Si -1.345 -1.375 10.888 -0.006 -0.003 0.009
Si 1.371 1.367 10.89 -0.007 -0.003 0.002
Si -1.349 4.102 10.869 0.004 0.011 -0.004
Si 1.353 -9.526 10.864 -0.014 -0.007 0.001
Si -1.362 -6.804 10.872 -0.014 0.001 -0.001
Si 1.352 -4.079 10.868 0.015 0.002 -0.006
Si 4.084 -1.36 10.89 0.013 0.009 0.006
Si 6.775 1.358 10.898 -0.006 -0.011 0.005
Si 4.07 4.072 10.888 -0.008 -0.001 0.004
Si 6.802 6.815 10.896 0.008 0.007 0.007
Si 4.074 9.518 10.859 0.001 -0.005 -0.008
Si 6.8 -4.083 10.895 0.004 0.007 0.004
Si -6.811 -1.366 10.888 -0.005 -0.003 0
Si -4.059 1.367 10.88 0.005 0.012 0.002
Si -6.817 4.121 10.89 0.003 -0.019 0
Si -4.073 6.825 10.887 0.012 0.003 0.002
Si -6.788 -6.791 10.88 0.01 0.013 0.006
Si -4.086 -4.098 10.879 -0.009 -0.011 0.009
Si 0.018 -0.008 12.24 0.001 0.005 -0.002
Si 2.716 2.723 12.253 0.006 -0.012 0.002
Si -0.005 5.456 12.243 0.01 -0.004 0.006
Si 2.725 -8.17 12.225 -0.002 0.002 -0.013
Si 0 -5.44 12.235 -0.02 0.013 -0.007
Si 2.716 -2.724 12.238 -0.013 0.009 -0.007
Si 5.435 -0.011 12.261 -0.005 -0.002 0.008
Si 8.149 2.734 12.234 -0.004 0.012 -0.014
Si 5.443 5.435 12.24 0.009 -0.008 -0.007
Si 8.161 8.181 12.243 0.004 -0.007 -0.01
Si 5.425 10.88 12.244 0.011 0.001 -0.014
Si 8.158 -2.726 12.254 -0.002 -0.008 0.008
Si -5.444 0.013 12.233 0.006 -0.013 -0.005
Si -2.7 2.729 12.233 0.002 -0.005 0.001
Si -5.437 5.463 12.248 -0.007 0.018 -0.005
Si -2.717 8.175 12.247 -0.001 0 0.009
Si -5.438 -5.444 12.251 -0.001 -0.012 0.006
Si -2.728 -2.722 12.232 0.004 0.001 -0.001
O 2.163 -0.703 -3 -0.352 0.376 -0.261
O -10.84 7.594 -0.752 0.171 0.396 0
O -10.832 0.191 23.791 -0.169 0.326 -0.489
O -2.799 -7.747 1.994 0.266 0.267 0.526
O -6.88 4.555 -2.344 0.189 0.05 0.14
O 3.516 -7.238 22.898 -0.447 0.067 -0.086
O -0.661 -4.248 -3.011 -0.066 0.412 -0.629
O -0.963 6.488 -7.54 -0.301 0.454 0.023
O -5.469 -0.558 0.488 0.308 -0.125 -0.356
O -4.347 6.478 -2.064 0.174 -0.307 -0.331
O -5.351 5.318 0.053 -0.186 0.28 -0.367
O -6.24 -5.15 -0.81 0.03 -0.069 -0.864
O -3.892 7.019 23.22 0.384 -0.314 0.375
O 4.226 1.965 1.256 -0.129 0.045 0.086
O 3.894 -4.218 -1.348 0.145 0.025 -0.462
O -10.721 -5.591 0.061 0.61 0.051 -0.099
O -8.455 -2.296 2.3 -0.126 0.122 -0.467
O -6.61 -3.953 1.401 0.021 -0.245 -0.112
O 0.511 -7.279 -1.794 0.281 -0.4 0.175
O -4.897 -6.48 1.069 0.115 0.407 -0.063
O 3.919 2.275 -5.694 0.067 -0.552 0.006
O 2.197 -4.887 24.41 -0.248 -0.449 0.132
O -6.888 -5.398 24.5 0.311 0.012 0.239
O -0.996 4.406 23.28 -0.105 0.177 0.347
O -9.438 6.495 23.237 0.036 -0.426 0.265
O -3.989 1.882 22.856 0.114 0.131 -0.001
O -8.268 -7.506 23.698 -0.415 0.082 -0.466
O 2.498 2.321 24.491 0.242 -0.197 0.229
O -3.004 2.058 -0.069 0.132 0.009 -0.451
O -5.721 -7.765 24.408 0.291 -0.067 0.566
O -8.251 -0.267 24.122 0.051 0.007 0.461
O 2.587 3.816 0.138 0.057 0.155 -0.075
O -10.335 -5.714 -5.048 -0.393 -0.361 0.191
O -2.764 -5.39 24.275 -0.229 -0.454 0.125
O -4.507 -3.323 -0.103 -0.016 -0.439 0.218
O -0.642 1.005 -4.208 -0.287 -0.092 -0.048
O -2.299 2.393 -2.565 -0.08 -0.164 -0.476
O 1.142 6.84 23.106 -0.336 0.22 0.37
O 4.832 -4.679 24.587 0.057 -0.377 -0.02
O -0.204 2.17 24.464 -0.196 -0.179 0.061
O -3.07 4.444 -1.056 0.382 0.158 0.148
O 4.182 4.022 23.325 -0.009 -0.255 0.173
O 0.934 7.077 25.678 -0.187 0.072 -0.043
O 2.307 4.359 -5.77 -0.457 -0.076 0.143
O -1.158 -4.972 -6.109 0.43 0.08 -0.138
O 3.337 7.065 24.565 0.359 -0.308 0.284
O 4.072 0.686 -1.895 0.133 -0.163 -0.318
O -8.746 6.083 -1.33 -0.061 -0.16 0.094
O -10.211 -0.242 -7.675 -0.077 -0.515 -0.068
O -2.493 6.763 -4.661 0.204 0.098 -0.205
O -7.289 -2.774 24.267 -0.07 -0.274 -0.487
O 1.661 -5.413 -3.293 0.43 0.114 -0.426
O -5.846 -0.804 25.064 -0.355 -0.273 0.381
O -1.315 5.031 -3.211 -0.397 -0.075 0.109
O 3.891 6.22 -6.874 -0.104 0.125 -0.554
O -6.255 6.059 23.839 -0.455 0.362 0.071
O -3.658 4.382 -4.48 -0.025 0.276 -0.004
O 5.093 -7.754 -6.518 -0.392 0.178 0.244
O -5.893 -1.285 -7.528 0.148 -0.217 0.088
O -6.792 7.129 -2.836 -0.085 0.053 -0.392
O -10.288 -0.851 -5.116 0.02 0.148 0.198
O -0.308 -4.641 23.704 -0.272 0.438 -0.427
O -4.522 -2.433 -3.298 -0.174 0.197 -0.153
O 5.337 2.291 -3.509 0.048 0.326 0.308
O -4.478 -3.682 25.168 -0.25 0.152 0.005
O -1.174 -7.063 23.084 0.43 -0.277 0.18
O -5.597 -4.487 -4.427 -0.179 -0.483 0.449
O 1.091 -2.524 24.482 0.407 0.092 0.346
O -5.316 -7.503 -1.406 0.086 0.017 0.164
O 0.272 3.064 -2.825 0.537 -0.233 -0.419
O 4.058 -6.796 -1.72 -0.466 0.137 -0.649
O -5.199 3.752 24.284 0.174 0.054 0.281
O -8.838 7.278 25.752 0.589 -0.221 0.036
O 1.248 0.053 24.969 0.552 0.023 0.286
O 5.251 -5.324 -7.538 -0.322 -0.351 -0.248
O 0.185 4.675 -0.799 -0.174 0.368 0.052
O -6.859 -2.46 -0.759 -0.391 0.002 -0.029
O -2.673 3.109 24.776 0.109 -0.166 0.506
O -10.494 4.111 -5.257 -0.289 0.381 0.251
O 3.485 -1.706 -0.992 0.574 0.08 -0.011
O 1.369 6.774 -6.231 0.117 0.124 -0.01
O -3.326 -4.784 -3.061 -0.203 -0.439 0.197
O -3.092 6.669 0.257 -0.307 0.119 0.055
O -3.272 -1.267 -1.343 0.434 0.549 -0.18
O -3.951 1.957 -5.532 0.583 0.08 -0.102
O -6.346 -7.328 -6.747 0.195 0.033 0.372
O 4.733 3.113 -1.087 0.07 0.296 -0.449
O -2.594 -2.884 23.5 -0.124 -0.128 -0.309
O -5.695 -0.481 -2.089 -0.264 0.3 -0.401
O -3.631 0.067 -3.628 0.31 0.239 0.242
O -2.62 -7.035 -5.412 -0.531 0.554 -0.087
O -2.102 -3.605 -1.026 0.613 -0.181 0.461
O 3.27 6.273 -4.358 0.564 0.129 0.115
O -10.733 -7.882 24.377 0.146 0.346 0.105
O -7.181 -4.822 -6.482 -0.071 0.242 -0.495
O -9.383 -4.031 23.056 0.266 -0.054 0.134
O -4.893 2.762 -1.821 -0.018 -0.475 -0.041
O -5.392 3.997 -6.526 0.368 -0.369 -0.211
O -7.374 1.985 -2.308 -0.152 -0.147 -0.421
O -0.634 4.29 25.91 0.116 0.137 -0.175
O 5.377 -5.618 21.889 0.036 -0.074 0.162
O -3.165 -0.454 -6.163 -0.053 -0.414 0.13
O -7.296 -7.317 0.319 -0.101 -0.072 -0.307
O 3.537 -6.791 25.506 0.098 -0.381 0.725
O -5.913 3.02 -4.206 -0.504 -0.038 -0.34
O -8.1 2.61 0.102 -0.223 0.27 -0.317
O -8.74 5.675 -3.932 0.053 0.076 -0.11
O -10.571 -0.147 2.192 0.149 0.161 -0.191
O -1.105 -1.169 24.95 0.021 0.031 0.67
O 3.112 7.034 -1.759 0.046 -0.575 0.326
O 1.867 0.304 -0.556 0.534 -0.268 0.342
O -6.543 6.386 -6.608 -0.45 0.234 0.35
O -10.423 -2.259 24.605 0.703 0.158 0.143
O -8.035 4.366 -6.097 -0.002 -0.609 0.147
O -9.679 3.84 26.611 0.235 0.048 0.349
O 4.083 3.945 25.98 0.001 0.074 0.208
O 3.594 -1.833 -4.953 0.191 -0.215 -0.191
O -10.671 -3.251 -4.066 -0.108 0.221 0.513
O -8.897 -6.734 -7.026 -0.023 -0.344 -0.107
O -4.6 -8.069 -3.924 -0.262 0.425 -0.142
O 1.445 -3.348 -1.616 -0.543 0.254 0.161
O -4.593 1.466 25.378 -0.355 0.178 0.532
O -4.206 7.521 -6.446 0.505 -0.396 -0.129
O -0.463 0.792 -1.618 -0.367 -0.41 -0.2
O -0.28 -7.446 -6.741 0.231 0.179 -0.284
O 3.705 -1.608 23.265 -0.476 -0.042 0.357
O -4.414 6.698 25.746 0.553 -0.152 -0.105
O -1.405 -2.309 -6.737 0.334 -0.036 0.203
O 3.318 -4.464 26.72 -0.366 0.247 -0.087
O -3.424 -0.513 24.1 -0.186 0.053 -0.279
O -10.22 -5.232 -2.481 0.174 -0.116 0.072
O -7.824 4.197 24.746 -0.278 0.142 0.265
O 4.09 -0.927 25.822 -0.663 0.296 -0.044
O -3.227 -3.472 -5.261 -0.174 0.222 0.254
O -0.692 0.304 -6.718 0.003 0.366 -0.23
O -9.813 6.363 -6.298 0.341 0.198 -0.117
O 5.454 -2.87 -6.618 0.541 0.196 -0.081
O 1.172 5.703 -2.959 0.005 0.032 0.094
O 1.864 -8.077 -3.748 0.053 0.106 -0.619
O -9.85 1.624 -5.813 0.265 0.177 0.108
O 1.337 -2.946 -4.186 -0.286 -0.166 -0.492
O 2.011 4.856 24.621 -0.332 -0.218 -0.089
O -6.65 -3.92 26.59 -0.47 0.181 0.848
O -9.044 -4.265 25.58 -0.036 -0.233 0.796
O -5.617 -0.123 -5.248 -0.004 0.144 0.577
O -0.723 -6.395 25.595 0.524 -0.148 0.028
O 0.06 -5.568 0.112 0.038 0.261 -0.381
O 1.248 -0.63 -5.371 0.091 -0.256 -0.5
O -0.974 -8.061 0.158 0.531 -0.282 0.207
O -1.844 -6.181 -1.528 -0.456 -0.211 -0.37
O 1.254 1.947 -5.712 -0.184 0.272 0.322
O -7.997 -0.192 -6.287 0.137 0.254 -0.133
O -8.257 -4.368 -4.113 0.13 -0.198 0.264
O -7.777 0.028 -0.556 -0.612 -0.393 0.295
O 0.425 2.313 0.349 -0.161 0.05 0.517
O -9.773 1.277 -1.445 -0.193 -0.356 -0.265
O -6.957 -2.436 -5.395 -0.251 0.09 0.068
O -1.503 4.577 -5.876 0.076 -0.19 0.08
O -7.457 2.406 26.585 0.311 -0.194 -0.168
O -9.365 2.034 24.816 -0.378 0.004 0.033
O -0.346 -6.747 -4.257 -0.123 -0.152 0.326

Results
total energy: -109110.099 eV
total energy less fixed offsets of O -438.25, Si -107.07 eV per atom: -6.649 eV
